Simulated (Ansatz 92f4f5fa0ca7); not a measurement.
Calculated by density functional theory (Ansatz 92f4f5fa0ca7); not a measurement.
Periodic cell of 188 atoms, Si104O84, from a study of silicon, its oxide and their interface. The atomic structure is a simulated model.

Settings
functional: r2SCAN
potential files: Ansatz norm-conserving
basis: plane waves
wave-function cutoff: 1300 eV
density cutoff ratio: 4
exchange-correlation grid ratio: 1
k mesh: 2 x 2 x 1, shifted by 0.5 0.5 0.5 of a step
self-consistency stop: 5e-08 eV per atom in the density residual
occupations: Fermi-Dirac, 0.05 eV
spin: none
net charge: 0

Cell vectors (angstrom)
a 11.5403 0 0
b 0 11.5403 0
c 5.4466 -2.1633 24.6663

Atoms: element, x, y, z (angstrom)
Si 0.9127 -0.0963 -1.3598
Si 0.2181 2.8822 -1.5106
Si 2.2028 7.6293 -5.1444
Si 4.0515 -0.0101 -0.8112
Si 3.2322 4.1139 1.1964
Si 7.7535 7.5201 1.8766
Si 10.7156 -0.1079 1.3873
Si 10.6835 3.4828 1.4589
Si 9.1583 4.2018 -1.6011
Si 4.3185 0.0457 1.5048
Si 5.3536 4.8231 0.3507
Si 3.7809 7.644 1.3799
Si 6.8118 -0.0223 1.7457
Si 6.9891 3.8004 1.7397
Si 5.9201 7.1459 0.5035
Si 8.6934 0.5539 0.3784
Si 8.6637 3.0137 0.3747
Si 10.2075 7.4072 1.4898
Si 3.4482 2.0374 2.6089
Si 3.397 5.7718 2.8233
Si 3.5362 9.6183 2.6454
Si 7.0467 1.8802 3.0787
Si 7.3137 5.6118 3.1571
Si 7.2909 9.5529 2.9793
Si 11.0317 1.7152 2.8871
Si 10.9253 5.5095 2.7607
Si 10.9217 9.4276 2.6271
Si 1.525 1.8256 4.016
Si 1.3914 5.6969 4.0788
Si 1.4524 9.4928 3.856
Si 5.1214 1.9927 4.363
Si 5.2847 5.6812 4.3699
Si 5.3076 9.4808 4.2184
Si 9.1032 1.8665 4.2832
Si 9.2188 5.3827 4.4456
Si 9.2133 9.5528 4.2881
Si 1.4525 -0.1616 5.2817
Si 1.4088 3.7523 5.4495
Si 1.4958 7.6589 5.4069
Si 5.2668 -0.0943 5.5193
Si 5.2474 3.8079 5.8476
Si 5.3673 7.6493 5.6635
Si 9.1464 -0.0016 5.6313
Si 9.1243 3.5565 5.9446
Si 9.1105 7.4678 5.4711
Si 3.271 -0.0009 6.7622
Si 3.1899 3.9099 6.9934
Si 3.4048 7.7677 6.907
Si 7.1859 -0.117 6.9264
Si 7.1186 3.6418 7.3729
Si 7.3254 7.5304 7.0084
Si 11.1974 -0.0537 6.8052
Si 11.2359 3.5091 7.1142
Si 11.0539 7.491 6.703
Si 2.8113 1.882 8.1412
Si 2.9947 5.9283 8.2693
Si 6.6599 1.5451 8.5349
Si 9.2853 5.5832 9.6171
Si 7.276 5.7212 8.5494
Si 4.5634 1.3378 9.601
Si 0.1557 0.0457 11.1488
Si 11.0989 5.5865 8.181
Si 10.6635 9.4751 7.8232
Si 1.1189 6.7746 9.3798
Si 3.8154 8.6984 12.13
Si 3.2163 9.7207 8.2292
Si 9.1055 -1.2201 12.4052
Si 3.4842 4.8882 12.8572
Si 8.1839 9.516 7.9672
Si 0.4328 1.5765 8.3888
Si 1.3557 6.8309 11.6776
Si 1.0316 9.2388 9.2097
Si 7.3028 10.6203 17.3998
Si 3.1412 9.5316 14.9036
Si 3.845 4.9672 15.8712
Si 10.7055 3.2675 17.0216
Si 4.3718 2.0893 12.683
Si 5.0367 6.2121 10.7407
Si 2.3604 9.2129 19.3506
Si 3.0408 7.5646 17.0938
Si 1.6911 2.9348 15.6155
Si 6.2825 6.4451 22.1876
Si 9.8641 7.2585 11.9754
Si 4.9324 4.4043 24.0643
Si 6.9634 2.9433 24.3298
Si 4.7034 -0.9585 9.9317
Si 10.9394 4.1771 14.4169
Si 2.0395 12.0162 13.6786
Si 6.8727 4.5283 16.6709
Si 7.0441 -0.7231 10.3515
Si 10.0057 4.6508 21.3752
Si 8.9666 4.5528 12.3963
Si 7.1183 2.7142 14.2132
Si 4.4514 9.8798 17.4309
Si 10.8611 -1.5963 19.343
Si 8.5379 0.1121 15.0015
Si 9.5836 12.2201 17.6996
Si 11.2899 6.9482 22.6466
Si 13.4782 9.0467 22.2058
Si 11.7677 2.2815 21.9927
Si 8.9919 7.9844 18.0402
Si 9.6128 5.8155 16.2907
Si 8.2635 4.8684 23.8881
Si 11.0221 10.9644 21.9589
O 2.52 -0.1514 -1.2478
O 0.2908 -0.2412 0.1278
O 0.0123 2.9199 0.1228
O 10.3773 3.3254 -2.2784
O 4.872 7.6935 11.3997
O 7.8551 9.6156 9.5865
O 4.7785 2.0152 11.1229
O 9.6738 7.0035 10.3816
O 3.9137 5.8368 9.6416
O 0.0487 1.2106 9.9929
O 8.0373 1.3894 14.1559
O 11.1591 3.5256 21.128
O 0.5568 1.3684 -1.9958
O 11.6553 5.862 23.7824
O 12.64 7.6637 22.145
O 7.6079 6.1744 23.1114
O 2.8895 9.0278 20.8797
O 10.2979 8.0901 23.2325
O 8.2241 6.8379 18.8715
O 2.1184 5.5088 12.2436
O 8.8908 -0.2326 -1.1002
O 9.4158 4.3073 22.8568
O 9.7564 5.6555 -1.1295
O 9.6752 7.3641 16.7081
O 10.6263 6.156 21.3856
O 3.7582 5.4855 14.3416
O 2.4125 8.3577 15.794
O 0.9868 0.6068 12.4435
O 3.2932 3.2887 12.8882
O 2.299 8.1164 12.0227
O 9.4191 -2.7944 12.3027
O 10.1833 -0.3277 11.5891
O 7.4895 0.7977 9.8264
O 9.9595 2.2265 18.0098
O 7.603 -0.8688 11.8889
O 6.442 6.0611 9.9725
O 4.8171 5.1787 11.9712
O 5.6492 2.3591 13.6403
O 9.6856 0.4654 16.0937
O 4.5349 8.2329 17.3217
O 9.0006 4.3894 10.7731
O 0.8543 10.2378 10.5539
O 7.3035 10.9466 15.8033
O 12.3168 2.9671 16.9834
O 5.3723 5.0383 16.3771
O 3.955 10.103 11.3486
O 8.0807 11.822 18.1892
O 1.6821 1.4659 14.9304
O 11.2219 2.1766 23.504
O 11.2268 12.441 21.3425
O 2.0074 10.4896 14.2418
O 8.915 6.1564 12.7209
O 7.0262 3.144 15.7987
O 3.3202 10.2433 18.5412
O 7.9873 9.1814 17.6677
O 4.0891 8.9091 13.728
O 5.7979 10.5706 17.9457
O 10.2116 -1.3903 20.8118
O 10.5078 5.6584 14.9449
O 7.046 4.5224 18.3115
O 10.2203 3.1156 15.4485
O 7.7636 3.8347 13.2148
O 10.4008 3.9419 12.9161
O 2.2291 7.8301 18.4842
O 8.8325 4.6124 20.2539
O 3.1848 3.4759 15.9762
O 11.4342 7.0184 12.3801
O 1.0993 8.092 -4.0179
O 5.9453 8.0401 22.3082
O 10.1157 10.7965 23.3
O 10.6224 11.2107 18.3821
O 8.0295 5.4953 16.0699
O 10.2554 8.5476 18.8531
O 9.214 -0.9239 13.9862
O 5.0987 5.5565 22.8635
O 1.3837 4.0324 -1.6802
O 3.5619 0.7769 13.1856
O 12.4879 10.3365 22.2518
O 4.0451 10.4205 15.9447
O 3.0136 5.981 16.8257
O 10.2686 4.7982 17.4248
O 7.9529 4.4788 -2.6692
O 1.0027 3.9821 14.5505
O 12.4486 -1.6763 19.4552

Results
free energy: -51225.441 eV
free energy less fixed offsets of O -463.61, Si -117.95 eV per atom: -15.401 eV
pressure: -1.58 GPa
stress xx, yy, zz, yz, xz, xy (GPa, positive in tension): 1.18, 1.97, 1.59, 0.03, -0.06, 0.04

Forces (eV/angstrom), in the order of the atoms: element, x, y, z
Si 0.2849 -0.0532 -0.3216
Si -0.1836 0.0941 0.0804
Si 0.0853 -0.064 -0.102
Si 0.1199 0.0633 0.1776
Si 0.2279 0.0143 0.0688
Si 0.2832 -0.0376 -0.0771
Si 0.7239 -0.1698 -0.3115
Si -0.0689 -0.5213 -0.3716
Si 0.058 -0.0501 0.0222
Si 0.1611 0.0737 0.035
Si 0.3678 -0.7779 -0.3821
Si 0.0208 0.1312 -0.0351
Si -0.2152 -0.1002 -0.1105
Si -0.3776 0.0018 -0.2002
Si -0.0111 0.5118 -0.4267
Si -0.4428 -0.0493 -0.8129
Si -0.1275 0.1547 -0.1996
Si -0.0956 0.1392 0.2541
Si 0.0543 -0.1025 -0.1576
Si 0.163 0.1274 0.3874
Si 0.0011 -0.1104 -0.0365
Si 0.135 0.3295 0.3073
Si 0.0028 -0.2579 0.1974
Si -0.136 0.1222 -0.0906
Si -0.1491 0.1346 0.1908
Si -0.0473 0.0806 0.0257
Si -0.0675 -0.1524 0.1078
Si -0.0375 0.0597 0.0976
Si 0.011 0.067 -0.0455
Si 0.0528 0.0437 0.062
Si 0.2532 -0.2027 -0.0249
Si 0.0152 -0.0022 -0.1068
Si 0.0071 0.0592 -0.0131
Si -0.2099 -0.1983 -0.1638
Si -0.0669 0.1894 -0.2275
Si -0.1492 0.0323 0.1512
Si 0.1269 0.2296 -0.0496
Si 0.1317 -0.1599 -0.0723
Si -0.0611 -0.1353 -0.0167
Si -0.245 -0.0481 0.0487
Si -0.0351 -0.0064 0.0545
Si -0.1088 0.0412 0.026
Si 0.231 0.2452 -0.2463
Si 0.1915 0.1294 0.2422
Si 0.2812 -0.0795 -0.2084
Si 0.0458 -0.283 -0.0741
Si -0.1729 -0.0913 0.0199
Si 0.0414 -0.0163 -0.3433
Si -0.0936 0.0773 -0.4464
Si -0.0964 -0.0588 -0.2356
Si -0.0077 0.0821 -0.1936
Si -0.109 0.025 -0.2142
Si -0.076 0.1609 -0.1604
Si -0.1296 -0.0564 -0.1276
Si -0.0039 0.0955 -0.0484
Si 0.0552 0.2149 0.7891
Si 0.7162 -0.3957 0.1149
Si 0.0799 0.0065 0.2365
Si -0.0918 0.2512 0.5678
Si -0.6595 0.4287 0.6487
Si 0.0224 0.0061 0.0109
Si -0.1077 0.1695 -0.0669
Si 0.0648 -0.0456 0.1726
Si 0.1447 0.2045 0.1098
Si -0.115 0.0302 0.3241
Si -0.1045 -0.046 -0.0961
Si 0.2182 -0.1155 0.2793
Si -0.3366 0.0445 0.2361
Si -0.1327 -0.1542 0.7854
Si -0.0722 -0.2481 0.7308
Si 0.0385 -0.3357 0.1023
Si -0.3603 0.3845 0.7378
Si -0.1353 -0.0257 0.0142
Si -0.187 0.1937 0.0558
Si -0.031 -0.0555 0.1221
Si 0.0282 -0.1266 0.1866
Si -0.2331 -0.0177 0.4753
Si -0.2722 -0.1286 -0.1429
Si -0.0751 0.0811 -0.058
Si -0.2672 -0.2365 -0.0474
Si 0.0679 -0.0486 -0.0557
Si 0.192 0.0326 -0.1629
Si 0.1263 -0.0177 0.2984
Si -0.8903 0.1179 -0.2677
Si 0.0785 -0.1077 -0.9525
Si -0.6071 -0.4455 0.7037
Si 0.1362 0.0175 -0.3541
Si 0.0078 -0.0782 0.2052
Si -0.0459 0.0247 0.0622
Si 0.7259 -0.1435 0.3624
Si -0.0462 -0.0103 -0.2255
Si 0.0796 -0.0278 0.2689
Si 0.0986 -0.1454 0.0289
Si -0.015 0.3017 -0.0062
Si -0.0339 -0.0535 -0.1088
Si 0.1282 -0.095 -0.0961
Si 0.1876 0.03 0.0239
Si -0.1032 0.0903 -0.1489
Si -0.0613 0.0079 -0.2855
Si -0.0971 0.0378 -0.1592
Si 0.2646 0.0049 -0.0958
Si 0.0088 0.2682 -0.0841
Si 0.2971 0.0821 -0.1129
Si -0.1855 -0.1616 -0.1227
O -0.2467 0.0624 -0.0185
O -0.5093 0.0965 0.3633
O 0.3903 0.1105 -0.2045
O 0.1948 0.1932 0.2456
O -0.0921 -0.1109 -0.1034
O 0.0351 0.261 -0.1787
O 0.035 -0.2622 -0.5399
O -0.2389 -0.3187 -0.0275
O 0.5286 0.0575 -0.1299
O 0.249 0.0041 -0.6768
O -0.0751 0.0011 0.1425
O -0.0236 -0.0683 0.3507
O -0.0948 0.1431 0.3141
O -0.2236 -0.3426 0.3103
O -0.0116 0.1539 0.0727
O -0.009 -0.4047 0.1506
O -0.3085 0.0619 0.1159
O 0.0708 -0.0107 0.0131
O -0.0445 -0.1477 0.0185
O 0.3015 0.1605 0.1816
O 0.098 0.3827 0.4636
O -0.0986 0.2499 -0.1123
O 0.1791 -0.126 -0.0719
O -0.2063 -0.2455 0.1921
O 0.0352 -0.0492 0.3786
O -0.0135 -0.2184 -0.1757
O 0.4037 0.0521 0.1028
O -0.0413 -0.142 -0.2049
O 0.2434 0.0359 -0.0256
O 0.1779 -0.0416 -0.1116
O 0.0032 0.0752 -0.1261
O -0.0488 -0.1122 0.0574
O -0.3133 0.0009 -0.1189
O 0.035 -0.049 -0.2549
O -0.2086 0.114 -0.3726
O -0.0424 -0.0812 -0.2889
O -0.0091 0.1545 -0.2028
O -0.0828 0.0394 -0.1769
O -0.338 0.017 0.1538
O -0.3319 0.2278 -0.0284
O 0.1326 0.4704 -0.2348
O 0.1719 -0.1794 -0.2708
O 0.2571 0.1269 0.2511
O -0.2057 0.0933 -0.263
O -0.0029 -0.1154 -0.102
O 0.1747 0.0385 -0.1221
O 0.1463 -0.2001 -0.3045
O 0.0943 0.1289 -0.1441
O 0.0491 0.2459 -0.0529
O 0.071 0.0242 0.1823
O 0.2522 0.0417 -0.0449
O 0.1929 -0.0656 -0.2937
O -0.0024 0.2177 -0.0966
O 0.0768 -0.4103 -0.0928
O 0.0152 0.1563 0.0114
O -0.2064 0.0165 -0.2946
O 0.0572 -0.14 -0.1731
O 0.4249 0.1762 0.07
O -0.1479 -0.3663 0.1669
O 0.1318 0.1761 -0.0832
O 0.2665 0.333 0.1575
O 0.1404 -0.0075 -0.0429
O -0.2698 0.1983 0.2151
O 0.2917 0.3097 -0.0743
O -0.0203 0.176 0.1468
O -0.1369 0.1947 -0.0772
O -0.0699 0.0509 -0.2271
O 0.1012 0.0692 0.3042
O 0.0199 -0.0038 0.2168
O 0.064 -0.3139 -0.0496
O -0.2074 -0.0428 0.0622
O 0.1336 -0.154 0.1231
O -0.1419 0.211 -0.0315
O -0.1486 0.1464 -0.2981
O 0.22 -0.58 0.4569
O -0.2001 0.1935 0.5804
O -0.005 0.1596 -0.1438
O 0.0016 -0.1298 0.0369
O -0.0594 -0.3938 0.1162
O 0.2043 0.1336 -0.1226
O -0.0545 -0.1435 -0.333
O -0.0547 -0.0133 0.2152
O -0.1852 -0.1625 0.1907
O 0.0042 -0.081 0.078
